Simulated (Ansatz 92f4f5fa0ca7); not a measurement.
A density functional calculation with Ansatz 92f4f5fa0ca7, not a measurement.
Periodic cell of 441 atoms, Si288O153, from a study of silicon, its oxide and their interface. The atomic structure is a simulated model.
Doubt: the cutoff is far below the 930 eV that the study's wrapper takes by default for these files, so forces and energies are approximate.
This geometry differs little from another in the collection (a relaxation step or a small displacement).

Settings
functional: PBE
potential files: Ansatz PAW
basis: plane waves
wave-function cutoff: 580 eV
density cutoff ratio: 5
exchange-correlation grid ratio: 1
k mesh: 1 x 1 x 1, Gamma-centred
self-consistency stop: 5e-08 eV per atom in the density residual
occupations: fixed
spin: none
net charge: 0

Cell vectors (angstrom)
a	15.4687	0	0
b	0	15.4687	0
c	-3.6206	4.1968	32.4244

Atoms: element, x, y, z (angstrom)
Si	-3.5868	4.4748	23.5644
Si	-3.5853	7.6602	23.4653
Si	-3.7791	12.3384	23.584
Si	-3.6595	0.0588	23.6213
Si	0.3678	3.8989	23.4803
Si	0.1997	8.3512	23.4851
Si	0.1932	11.5212	23.5563
Si	0.2281	0.7374	23.5667
Si	4.176	3.8028	23.7888
Si	4.0341	8.1118	23.7447
Si	4.144	11.302	23.4867
Si	-7.3449	3.9151	23.7205
Si	-7.5172	8.3757	23.5732
Si	-7.5444	11.5316	23.741
Si	-7.4089	0.7729	23.61
Si	-1.6012	4.2145	24.8169
Si	-1.7067	8.0488	24.8499
Si	-1.7674	11.8982	24.8255
Si	-1.6867	0.3774	24.9033
Si	2.1967	4.1771	24.9676
Si	2.0657	8.0576	24.9555
Si	2.1901	11.8705	24.7752
Si	2.2409	0.4652	24.7908
Si	6.1337	4.1844	25.0034
Si	6.0509	8.0269	24.9532
Si	5.9538	11.8288	24.9417
Si	6.0051	0.4421	24.7532
Si	-5.4394	4.1722	25.0159
Si	-5.5284	8.0537	24.8106
Si	-5.6055	11.9448	25.0009
Si	-5.5537	0.352	24.9908
Si	-1.641	6.1262	26.2343
Si	-1.7507	9.987	26.2373
Si	-1.6659	13.8538	26.2193
Si	-1.6871	2.3045	26.2566
Si	2.1448	6.1278	26.2897
Si	2.1488	10.0153	26.2843
Si	2.2167	13.8877	26.1056
Si	2.1685	2.2612	26.3355
Si	6.0855	6.1232	26.3173
Si	6.0215	9.9498	26.3512
Si	5.9808	13.9002	26.1408
Si	6.1033	2.238	26.3233
Si	-5.5402	6.161	26.2696
Si	-5.5158	9.9589	26.2658
Si	-5.6186	13.8796	26.3364
Si	-5.4769	2.256	26.3624
Si	-3.5914	6.1363	27.6156
Si	-3.6244	9.9861	27.6575
Si	-3.6146	13.8664	27.6191
Si	-3.5647	2.2688	27.6818
Si	0.2386	6.1249	27.6581
Si	0.2036	10.0067	27.622
Si	0.2849	13.8658	27.5741
Si	0.2291	2.2634	27.6548
Si	4.1109	6.133	27.6323
Si	4.0774	9.9873	27.6671
Si	4.0936	13.8731	27.5805
Si	4.1345	2.2612	27.6537
Si	8.0119	6.1346	27.6588
Si	8	9.9847	27.6381
Si	7.8937	13.877	27.6204
Si	8.0237	2.2562	27.6719
Si	-3.6206	4.1968	29.0057
Si	-3.6206	8.064	29.0057
Si	-3.6206	11.9312	29.0057
Si	-3.6206	15.7983	29.0057
Si	0.2465	4.1968	29.0057
Si	0.2465	8.064	29.0057
Si	0.2465	11.9312	29.0057
Si	0.2465	15.7983	29.0057
Si	4.1137	4.1968	29.0057
Si	4.1137	8.064	29.0057
Si	4.1137	11.9312	29.0057
Si	4.1137	15.7983	29.0057
Si	7.9809	4.1968	29.0057
Si	7.9809	8.064	29.0057
Si	7.9809	11.9312	29.0057
Si	7.9809	15.7983	29.0057
Si	1.9336	0	3.4175
Si	1.9336	3.8672	3.4175
Si	1.9336	7.7343	3.4175
Si	1.9336	11.6015	3.4175
Si	5.8008	0	3.4175
Si	5.8008	3.8672	3.4175
Si	5.8008	7.7343	3.4175
Si	5.8008	11.6015	3.4175
Si	9.6679	0	3.4175
Si	9.6679	3.8672	3.4175
Si	9.6679	7.7343	3.4175
Si	9.6679	11.6015	3.4175
Si	-1.9336	0	3.4175
Si	-1.9336	3.8672	3.4175
Si	-1.9336	7.7343	3.4175
Si	-1.9336	11.6015	3.4175
Si	1.914	1.9362	4.7523
Si	1.9629	5.806	4.801
Si	1.9034	9.6644	4.8258
Si	1.9156	-1.9401	4.8181
Si	5.8035	1.9268	4.7794
Si	5.8061	5.8007	4.7651
Si	5.7422	9.6712	4.8375
Si	5.7676	-1.9292	4.7354
Si	9.6574	1.9323	4.741
Si	9.685	5.7966	4.7839
Si	9.7013	9.6689	4.7219
Si	9.6748	-1.9312	4.7926
Si	-1.9506	1.9192	4.7762
Si	-1.9018	5.8109	4.7531
Si	-1.8761	9.6718	4.8624
Si	-1.9166	-1.9339	4.7685
Si	-0.0078	1.884	6.1187
Si	0.0082	5.8329	6.1388
Si	0.0672	9.6895	6.3569
Si	-0.0363	-1.9581	6.2075
Si	3.8416	1.9317	6.0993
Si	3.9148	5.8029	6.1748
Si	3.7614	9.6647	6.2798
Si	3.8836	-1.9178	6.151
Si	7.7618	1.9255	6.1184
Si	7.7297	5.7827	6.1179
Si	7.7847	9.6844	6.0437
Si	7.6759	-1.9189	6.0713
Si	-3.9111	1.9375	6.1067
Si	-3.8145	5.8078	6.1081
Si	-3.8826	9.6439	6.1269
Si	-3.8227	-1.93	6.1349
Si	0.0345	-0.0244	7.5583
Si	-0.0264	3.8507	7.3889
Si	0.0272	7.6536	7.6868
Si	0.0197	-3.7584	7.7856
Si	3.7959	0.031	7.4968
Si	3.9443	3.8254	7.4859
Si	3.8487	7.6664	7.6598
Si	3.7563	-3.7703	7.6178
Si	7.6771	-0.0167	7.459
Si	7.7855	3.8447	7.4957
Si	7.8074	7.7672	7.3869
Si	7.6972	-3.8573	7.3839
Si	-3.8772	0.0239	7.4831
Si	-3.8431	3.8786	7.453
Si	-3.8539	7.7094	7.5045
Si	-3.8632	-3.89	7.468
Si	1.9413	-0.3664	8.9481
Si	1.9193	3.8888	8.6498
Si	1.9319	7.0533	9.0086
Si	1.9415	-2.902	9.032
Si	5.7379	0.3503	8.7763
Si	5.8865	3.5094	8.8336
Si	5.9386	8.0832	8.7285
Si	5.7937	-4.2212	8.7303
Si	-5.8561	-0.3352	8.7409
Si	-5.7388	4.2079	8.7994
Si	-5.7947	7.3852	8.799
Si	-5.8517	-3.5055	8.6886
Si	-1.9314	0.386	8.7865
Si	-1.9148	3.5924	8.7737
Si	-1.9833	7.9374	8.927
Si	-2.0298	-4.2982	8.9272
Si	1.9366	1.3939	10.7425
Si	4.429	5.4263	22.0832
Si	-1.6871	4.1968	30.3729
Si	-1.6871	8.064	30.3729
Si	-1.6871	11.9312	30.3729
Si	-1.6871	15.7983	30.3729
Si	2.1801	4.1968	30.3729
Si	2.1801	8.064	30.3729
Si	2.1801	11.9312	30.3729
Si	2.1801	15.7983	30.3729
Si	6.0473	4.1968	30.3729
Si	6.0473	8.064	30.3729
Si	6.0473	11.9312	30.3729
Si	6.0473	15.7983	30.3729
Si	-5.5542	4.1968	30.3729
Si	-5.5542	8.064	30.3729
Si	-5.5542	11.9312	30.3729
Si	-5.5542	15.7983	30.3729
Si	-1.6871	6.1304	31.7402
Si	-1.6871	9.9976	31.7402
Si	-1.6871	13.8647	31.7402
Si	-1.6871	2.2632	31.7402
Si	2.1801	6.1304	31.7402
Si	2.1801	9.9976	31.7402
Si	2.1801	13.8647	31.7402
Si	2.1801	2.2632	31.7402
Si	6.0473	6.1304	31.7402
Si	6.0473	9.9976	31.7402
Si	6.0473	13.8647	31.7402
Si	6.0473	2.2632	31.7402
Si	-5.5542	6.1304	31.7402
Si	-5.5542	9.9976	31.7402
Si	-5.5542	13.8647	31.7402
Si	-5.5542	2.2632	31.7402
Si	0	1.9336	0.683
Si	0	5.8008	0.683
Si	0	9.6679	0.683
Si	0	-1.9336	0.683
Si	3.8672	1.9336	0.683
Si	3.8672	5.8008	0.683
Si	3.8672	9.6679	0.683
Si	3.8672	-1.9336	0.683
Si	7.7343	1.9336	0.683
Si	7.7343	5.8008	0.683
Si	7.7343	9.6679	0.683
Si	7.7343	-1.9336	0.683
Si	11.6015	1.9336	0.683
Si	11.6015	5.8008	0.683
Si	11.6015	9.6679	0.683
Si	11.6015	-1.9336	0.683
Si	0	0	2.0503
Si	0	3.8672	2.0503
Si	0	7.7343	2.0503
Si	0	11.6015	2.0503
Si	3.8672	0	2.0503
Si	3.8672	3.8672	2.0503
Si	3.8672	7.7343	2.0503
Si	3.8672	11.6015	2.0503
Si	7.7343	0	2.0503
Si	7.7343	3.8672	2.0503
Si	7.7343	7.7343	2.0503
Si	7.7343	11.6015	2.0503
Si	11.6015	0	2.0503
Si	11.6015	3.8672	2.0503
Si	11.6015	7.7343	2.0503
Si	11.6015	11.6015	2.0503
Si	4.1131	1.3878	23.5614
Si	-5.2672	1.8548	10.8854
Si	1.1455	-2.4268	13.9571
Si	5.5417	-4.758	14.5043
Si	0.8145	8.8226	14.9131
Si	5.8489	5.8975	10.9035
Si	4.316	8.8779	19.1365
Si	-3.5847	7.3511	15.5969
Si	4.0187	2.3356	12.9143
Si	7.7236	6.4609	13.4053
Si	9.574	2.6095	13.8593
Si	-3.3025	10.1803	16.1955
Si	7.6681	-1.2371	12.9136
Si	-4.8944	-1.8734	12.8441
Si	-3.1171	-4.2663	11.7183
Si	-5.5386	-5.7437	10.9316
Si	-5.3182	0.7961	16.4068
Si	-1.278	-4.5308	14.23
Si	3.1086	9.6584	12.9353
Si	2.4943	-3.0704	11.3455
Si	-0.4588	4.6052	13.3702
Si	-1.345	10.0557	18.6958
Si	3.1766	7.1131	11.6712
Si	-2.4303	-0.0968	17.1692
Si	6.8049	1.6161	13.6826
Si	2.648	4.9472	13.757
Si	9.0186	-1.7709	15.4287
Si	-6.3093	10.7936	16.3575
Si	-0.6308	6.2688	15.8733
Si	-2.2839	5.7018	11.2102
Si	-3.3831	8.7462	20.4322
Si	-2.8581	0.2605	11.5461
Si	-4.8012	5.5123	13.2274
Si	-1.3371	2.097	19.1183
Si	-1.217	5.2142	18.6448
Si	3.9162	5.0117	16.7201
Si	3.1382	12.6465	18.2125
Si	-6.95	5.0202	18.8236
Si	-2.2121	13.0347	19.3727
Si	4.5215	0.7091	15.3225
Si	5.438	-2.0093	10.9321
Si	0.0654	0.1961	15.4203
Si	1.6469	9.987	17.7153
Si	-0.4887	1.6642	12.881
Si	-7.7768	-0.1003	20.7074
Si	4.9395	11.361	20.5547
Si	3.9258	2.1756	17.9092
Si	-3.5972	2.227	21.2695
Si	1.3328	0.9232	18.2887
Si	-4.5939	11.523	20.6177
Si	-7.9041	6.0156	21.5963
Si	3.9538	-2.3606	15.253
Si	-8.7136	9.2288	17.0774
Si	0.4048	6.1356	21.1339
Si	0.0134	13.8535	21.3648
Si	4.6352	0.8013	20.4994
Si	3.1506	6.0787	19.5583
Si	8.0984	9.6223	13.5564
Si	2.3379	-0.9462	19.2748
Si	-8.5946	6.1515	16.3519
Si	-4.1306	6.3951	18.4278
Si	-6.0703	2.0984	19.1868
Si	-7.6031	12.386	20.8302
O	1.8579	5.4214	9.2524
O	3.8723	8.5325	12.0375
O	-2.794	5.4765	18.3621
O	-7.0012	3.4373	19.2079
O	6.0725	4.4514	10.1821
O	5.6241	-0.6278	10.0939
O	1.6769	6.4391	20.1525
O	1.5615	9.564	16.1506
O	5.8396	-5.8039	9.2261
O	5.9161	-3.306	10.0834
O	9.4825	0.6302	10.0775
O	9.6569	-1.9286	9.2158
O	9.7111	1.8902	12.4158
O	-5.792	8.3093	10.1681
O	-4.1917	6.4405	14.4123
O	6.5869	5.9391	12.352
O	9.0274	-5.6479	12.2614
O	-3.6417	3.574	22.1854
O	-2.1148	-0.4108	10.2407
O	-1.7371	1.9946	9.1522
O	-2.043	4.4645	10.168
O	3.8877	-2.1844	11.4205
O	-2.4221	-3.6032	10.3835
O	-6.1852	11.7359	20.3778
O	-2.4744	-4.1825	15.3045
O	5.6408	2.252	12.7272
O	7.4826	0.3785	12.8737
O	-1.9054	-4.6106	12.7376
O	0.6384	1.3434	11.7447
O	7.9454	2.7267	14.0779
O	9.1974	6.0844	12.7989
O	-7.1487	-0.0582	22.2129
O	-0.3139	5.8324	17.4186
O	2.5375	-2.9275	14.6532
O	-1.8747	9.5539	9.2774
O	-7.5922	5.9421	20.0074
O	0.908	0.5862	16.7473
O	3.8578	6.9038	22.602
O	-8.2994	7.7249	16.6277
O	-7.7068	13.8523	20.1374
O	0.7828	-0.9909	14.591
O	4.2338	6.0988	10.9718
O	3.9787	1.2769	21.9089
O	4.1618	-0.8027	14.8712
O	-0.9879	3.6065	18.6384
O	5.2068	-3.1805	14.6385
O	0.5551	7.2409	15.2786
O	4.4032	11.9774	21.9844
O	-3.6314	6.053	23.0638
O	-7.4089	2.3664	23.1399
O	0.1546	7.4265	22.1089
O	-3.9875	7.4665	19.6381
O	-2.1475	2.1266	20.5264
O	0.5647	4.8172	22.1078
O	9.501	-4.4836	9.9983
O	-2.3287	9.7251	17.4285
O	-2.1883	1.2986	17.9829
O	6.0185	5.6487	21.8569
O	-4.0999	11.5371	22.1795
O	-4.2082	-3.2737	12.4032
O	9.0815	-1.6671	12.1961
O	3.7715	4.9999	20.63
O	7.7119	-1.7395	14.4596
O	1.2697	-1.5826	20.3478
O	-3.7746	0.9216	22.224
O	-3.9529	-5.6224	11.325
O	5.2581	5.8964	16.4445
O	0.0679	-0.2781	22.285
O	-5.6088	3.2751	10.1612
O	-2.0249	7.0657	15.8637
O	4.0752	9.6733	23.173
O	3.6067	1.6755	14.3636
O	2.3208	2.24	18.22
O	6.7316	-4.9569	13.4066
O	-5.0987	-1.8591	14.4755
O	-3.9255	-0.0081	16.5851
O	-4.3104	10.0274	20.0553
O	4.4172	3.5086	17.1258
O	-5.3853	5.4111	18.6797
O	-1.4054	11.66	19.0048
O	-1.4251	-0.244	15.8948
O	4.2004	7.3256	19.5829
O	1.388	-2.3339	12.3328
O	0.0779	1.2969	19.2758
O	7.4228	5.7655	14.8583
O	-3.745	12.6635	19.803
O	-3.895	-0.713	12.3148
O	-3.667	-1.5318	23.1687
O	0.0587	1.4637	14.4031
O	-7.5556	7.5112	22.1583
O	-4.4011	7.1199	16.9909
O	2.7506	6.4238	13.0842
O	-3.6638	1.5689	10.9704
O	-3.7403	5.5325	11.9711
O	0.1689	12.4882	22.232
O	3.9927	12.9337	16.8595
O	1.1533	4.4356	13.3897
O	1.7392	9.0466	13.5874
O	-7.3155	10.0335	17.4174
O	-6.6246	12.396	16.383
O	8.9288	-5.3436	14.875
O	-4.7298	10.7042	16.783
O	3.6461	3.917	12.9847
O	-4.7693	2.2865	20.1478
O	4.2072	0.9009	16.9114
O	-9.3228	0.3511	20.8127
O	-7.5903	12.5544	22.4529
O	3.2847	1.538	11.6856
O	-0.8461	4.9608	14.9159
O	3.7381	-0.4526	19.9995
O	-6.4405	-0.3906	16.3031
O	4.2303	12.0895	19.2939
O	-2.2565	-1.4215	18.1021
O	-3.6727	8.9277	15.2055
O	4.4963	9.7913	20.4692
O	-1.0819	5.7223	12.3382
O	-3.4216	8.4708	22.0389
O	2.9848	5.0114	15.3657
O	0.2701	2.3056	22.9993
O	2.9173	9.1949	18.3542
O	4.6904	1.9616	19.3386
O	1.8355	2.7812	9.8689
O	-7.0474	4.8966	22.4204
O	-1.7436	0.6643	12.6474
O	-5.6055	1.7944	17.6554
O	5.6809	9.1242	18.2854
O	6.3999	-1.9452	12.2218
O	-0.0873	-3.4282	14.2914
O	5.8343	1.9212	9.3229
O	6.0954	1.0706	15.0588
O	-1.856	9.1263	19.9487
O	0.2099	9.6368	18.4172
O	2.7582	-4.57	11.9435
O	-6.9618	0.8494	19.6928
O	1.9871	7.5227	10.6054
O	0.214	9.9468	23.0112
O	-8.9038	11.4969	20.4045
O	-5.0658	4.0131	13.8299
O	7.6462	8.0653	13.6454
O	-2.1954	7.0936	10.3442
O	3.0545	5.5616	18.0064
O	-7.7941	5.2528	17.4499
O	1.9321	11.5825	17.8774
O	-1.4173	13.7993	20.5786
O	-0.6426	9.4878	14.6144
O	-7.4967	9.977	23.1366
O	9.6558	5.7946	9.2944
O	-1.0587	3.1899	12.8371
O	6.3976	7.1541	10.0206
O	-5.261	1.6867	15.0402
O	-9.4608	10.0579	15.9053
O	-0.8366	5.8713	20.0966
O	4.141	-5.4723	14.1241

Results
free energy: -270105.005 eV
free energy less fixed offsets of O -568.88, Si -635.61 eV per atom: -10.685 eV

Forces (eV/angstrom), in the order of the atoms: element, x, y, z
Si	0.0055	-0.016	-0.008
Si	0.0035	0.0222	-0.0035
Si	0.0036	-0.0075	-0.0158
Si	0.0046	0.0275	-0.0019
Si	0.0095	0.0217	0.0016
Si	-0.0003	-0.0222	0.0168
Si	-0.0088	0.0113	0.0016
Si	0.0017	-0.019	0.0259
Si	-0.0005	0.014	-0.0042
Si	0.0015	0.0121	0.0149
Si	0.0009	-0.0054	-0.0068
Si	-0.0096	0.0256	-0.0011
Si	0.0031	-0.0165	0.0022
Si	-0.0066	0.0186	-0.0112
Si	-0.0023	-0.025	-0.0016
Si	-0.0047	0.0035	0.0043
Si	0.0042	0.0019	-0.0049
Si	0	-0.0014	0.0093
Si	-0.0018	-0.0082	0.0026
Si	0.0052	-0.0017	0.0051
Si	-0.0096	0.0038	0.003
Si	0.0057	0.0023	0.0111
Si	-0.0034	-0.0043	-0.003
Si	-0.0032	-0.006	0.009
Si	0.0004	0.006	0.0016
Si	0.0044	0.0092	0.0029
Si	0.0048	-0.0053	0.0002
Si	0.0007	0.005	0.0053
Si	-0.0023	0.0037	0.0038
Si	0.0032	-0.002	0.012
Si	0.0005	-0.0088	0.001
Si	0.0004	0.0012	0.0052
Si	-0.0011	0.0017	-0.0001
Si	0.0019	0.0041	0.0042
Si	-0.0039	-0.0004	0.0069
Si	0.0017	-0.0056	0.005
Si	0.002	0.0009	0.0033
Si	-0.0016	0.0004	0.0016
Si	-0.0001	0.0108	0.0049
Si	-0.0004	-0.004	0.0058
Si	-0.0025	-0.0079	0.0064
Si	0.0006	-0.0011	0.0019
Si	-0.0019	0.0133	0.0075
Si	-0.0026	0.0022	0.0092
Si	0.0025	-0.0028	0.0036
Si	-0.005	0.0037	0.0096
Si	0.0052	-0.0002	0.0169
Si	0.0002	-0.005	-0.0023
Si	-0.0012	0.0023	0.0051
Si	0.0049	-0.0028	-0.002
Si	-0.0025	0.0036	0.002
Si	0.0024	-0.0016	0.003
Si	0.0022	0.0042	0.0007
Si	-0.0038	-0.0006	0.0045
Si	0.0037	-0.0026	0.004
Si	-0.001	-0.0018	0.0012
Si	-0.0001	-0.0009	-0.0011
Si	-0.0001	-0.0012	0.003
Si	0.0011	-0.0031	0.0001
Si	0.0005	0.0002	0.0029
Si	-0.0028	0.0012	0.0007
Si	0.0046	0.0008	0.0031
Si	-0.0024	-0.0038	0.0023
Si	0.0648	0.2249	0.073
Si	0.1158	-0.1361	0.0556
Si	0.0243	0.0637	-0.073
Si	0.1978	-0.1449	0.0668
Si	-0.083	-0.0365	0.1403
Si	-0.0716	0.1069	-0.0556
Si	0.0114	0.1327	-0.2655
Si	-0.019	-0.1793	-0.1777
Si	0.0069	0.047	0.0187
Si	-0.1107	-0.1194	0.1373
Si	-0.0464	0.1698	-0.1949
Si	-0.0361	-0.1319	-0.1136
Si	0.0926	0.0173	0.1429
Si	0.0889	0.0269	0.1563
Si	-0.1191	0.034	-0.1733
Si	-0.0815	-0.1166	0.1319
Si	-0.054	-0.1853	0.0322
Si	-0.0398	0.1674	-0.0344
Si	-0.0192	0.0362	0.1983
Si	-0.0578	-0.0356	0.2743
Si	-0.0327	0.1245	-0.2423
Si	-0.0479	-0.0747	-0.0625
Si	-0.1544	0.1836	0.1266
Si	-0.2096	-0.2335	0.0271
Si	0.044	-0.1445	-0.1664
Si	0.0118	0.1083	-0.1834
Si	0.0291	-0.186	-0.2179
Si	0.1215	0.2076	-0.2009
Si	-0.0027	-0.0283	-0.139
Si	0.0898	-0.0755	-0.0358
Si	0.1977	0.3041	0.1199
Si	0.1513	-0.2097	0.2176
Si	0.0001	-0.0008	-0.0017
Si	0.0012	0.0056	0.0013
Si	0.0057	-0.0057	-0.007
Si	0.0007	0.0018	0.0047
Si	-0.0034	-0.0031	-0.0007
Si	-0.001	0.0016	-0.0017
Si	0.0008	-0.0013	0.0006
Si	-0.0019	0.0046	0.0025
Si	-0.0009	-0.0038	-0.0023
Si	0.0016	0.0008	0.0009
Si	-0.0043	-0.0037	0.001
Si	0.0043	0.0007	0.0037
Si	0.0018	-0.0017	0.0043
Si	0.0018	0.0034	0.001
Si	-0.0023	-0.0008	0.0054
Si	-0.0014	0.0045	0.0002
Si	-0.0063	-0.0106	-0.0031
Si	-0.0004	-0.0012	-0.013
Si	-0.0061	-0.0016	0.0084
Si	0.0028	-0.0005	0.0077
Si	0.005	-0.0133	0.0033
Si	0.0027	-0.0079	-0.0055
Si	-0.0021	0.0037	0.0057
Si	-0.0002	-0.0043	0.0032
Si	0.0016	0.0058	-0.0057
Si	-0.003	-0.0019	-0.0004
Si	0.0062	0.0013	-0.0143
Si	-0.0066	0.0012	-0.0146
Si	0.0008	0.0043	-0.002
Si	-0.0009	-0.0044	-0.0061
Si	0.0023	0.001	-0.0023
Si	-0.0015	0.0019	-0.0041
Si	0.0191	-0.0013	-0.0129
Si	-0.0087	-0.0043	0.004
Si	-0.0032	0.0124	-0.0087
Si	0.0008	0.0008	-0.0015
Si	-0.0049	0.0081	-0.0076
Si	-0.0134	0.0038	0.0071
Si	0.0033	0.009	-0.0095
Si	0.0102	-0.001	0.0015
Si	-0.0041	0.0047	-0.0084
Si	0.0013	0.0021	0.0061
Si	0.001	-0.0059	-0.0098
Si	0.0014	-0.0011	0.0028
Si	0.0138	0.0016	-0.0104
Si	-0.0039	-0.0026	0.0124
Si	-0.0032	0.0038	-0.0139
Si	0.0012	-0.0032	0.0004
Si	-0.0003	-0.0037	-0.006
Si	0.0189	-0.0209	-0.0057
Si	0.0045	0.0175	0.0346
Si	-0.0025	-0.0003	-0.0052
Si	-0.0046	-0.0034	0.015
Si	0.009	0.0181	-0.0043
Si	-0.0004	-0.0142	0.0169
Si	-0.0148	0.0308	-0.0067
Si	-0.0027	0.004	0.0369
Si	0.0009	-0.0208	-0.0134
Si	-0.0043	0.0076	0.0309
Si	0.0024	-0.0269	0.0088
Si	-0.0201	-0.0054	0.0192
Si	-0.0044	0.0311	-0.0086
Si	0.0027	-0.0007	0.0205
Si	-0.0004	0.0134	-0.0068
Si	-0.0026	0.0072	-0.0044
Si	-0.0045	-0.0171	0.0055
Si	0.004	0.051	0.0355
Si	-0.0166	-0.0016	0.0189
Si	-0.0117	0.0887	0.0031
Si	-0.0312	-0.1324	0.0231
Si	-0.0075	-0.0024	0.0006
Si	0.0217	-0.0222	0.0056
Si	0.0053	0.0185	-0.0118
Si	0.0095	-0.0069	-0.0165
Si	-0.0083	0.0477	0.0003
Si	0.003	-0.0052	-0.0056
Si	0.0179	-0.0293	-0.0084
Si	0.0169	-0.0001	0.006
Si	-0.0154	0.0181	0.0134
Si	-0.0175	-0.0398	0.0084
Si	0.0211	0.0949	-0.0158
Si	-0.0105	-0.09	-0.009
Si	0.0156	-0.0008	0.0097
Si	0.0229	-0.0277	-0.0141
Si	-0.0042	0.0115	0.011
Si	0.0099	0.0162	-0.0075
Si	-0.0341	-0.001	0.0144
Si	0.0149	-0.0007	0.0057
Si	-0.0315	0.0097	0.0039
Si	-0.0022	-0.0082	0.0059
Si	0.0045	0.0005	0.0152
Si	-0.0292	0.0203	0.0088
Si	0.0168	0.021	0.0011
Si	-0.027	-0.0447	0.0078
Si	0.0107	0.0058	0.0126
Si	0.0107	-0.0241	-0.0159
Si	0.0374	0.0036	0.0108
Si	-0.0013	0.0193	-0.0094
Si	0.0265	-0.0014	-0.0116
Si	-0.0101	0.0315	-0.0056
Si	0.0316	-0.0137	0.0012
Si	-0.0001	-0.0206	-0.0045
Si	-0.044	-0.0093	-0.0073
Si	-0.0293	0.0083	0.002
Si	-0.0237	-0.0109	-0.0076
Si	-0.0148	0.01	0.0028
Si	0.0114	0.0048	-0.0055
Si	-0.0424	-0.0225	0.0039
Si	0.0095	-0.0138	-0.0096
Si	-0.0199	0.0341	-0.0031
Si	0.0239	-0.0017	-0.0069
Si	0.0486	-0.0046	-0.0018
Si	-0.0059	-0.0021	-0.0068
Si	0.0448	0.0111	-0.0107
Si	0.0029	0.0168	-0.0152
Si	-0.0035	0.0122	-0.0225
Si	-0.0202	-0.0012	-0.0027
Si	-0.0095	-0.0192	-0.0008
Si	0.0215	0.01	-0.0113
Si	0.0122	-0.0208	-0.0081
Si	0.0191	0.0479	0.0026
Si	0.0304	-0.0421	-0.0096
Si	-0.0115	-0.0447	-0.0086
Si	0.0079	0.026	-0.0092
Si	0.0263	0.0593	0.0099
Si	0.0252	-0.0462	0.0136
Si	-0.0016	-0.0475	-0.0175
Si	-0.0208	-0.0043	-0.0053
Si	-0.0371	0.0507	0.0031
Si	-0.0486	-0.004	-0.0084
Si	-0.0026	-0.0047	0.0049
Si	-0.0037	0.004	-0.0053
Si	-0.0002	0.003	0.0069
Si	-0.0015	0.001	0.0005
Si	0.0014	0.0016	-0.001
Si	-0.0015	-0.0002	-0.006
Si	0.0013	-0.0032	0.0007
Si	0.001	-0.0017	-0.002
Si	0	0.0025	-0.0034
Si	-0.007	0.0028	-0.0082
Si	-0.0014	-0.0064	-0.0078
Si	0.0019	-0.0014	0.0016
Si	-0.007	0.0016	-0.0053
Si	0.0075	-0.0002	-0.0053
Si	-0.0048	-0.0026	-0.0061
Si	-0.0033	0.0041	-0.0065
Si	0.0003	0.002	0.0012
Si	-0.0003	-0.0003	0.0003
Si	0.0004	-0.006	0
Si	0.0043	-0.0021	-0.0045
Si	-0.0043	0.0056	-0.0056
Si	-0.001	-0.0008	0.0004
Si	0.0004	-0.005	-0.0124
Si	0.0019	-0.0024	0.0021
Si	-0.0009	-0.0051	-0.0049
Si	0.0036	0.0045	-0.0013
Si	-0.0011	0.0014	-0.0055
Si	0.0009	-0.0027	-0.0019
Si	-0.0008	0.0006	-0.0013
Si	-0.0026	-0.0009	-0.0003
Si	-0.0019	0.0036	0.0081
Si	-0.0052	-0.0051	-0.0051
Si	0.0052	0.0021	-0.0061
Si	-0.0022	0.0065	0.0032
Si	0.003	-0.0009	0.0038
Si	-0.0047	0.0007	0.0009
Si	0.002	-0.0059	-0.0092
Si	-0.0035	0.0046	0.0025
Si	-0.003	0.0021	-0.0002
Si	0.0017	0.0013	-0.0001
Si	0.0029	-0.0041	-0.0069
Si	0.0029	-0.0041	-0.0038
Si	0.0004	-0.0059	-0.0024
Si	0.0001	-0.0013	-0.0004
Si	0.0037	-0.0026	0.0083
Si	0.0065	-0.0042	0.0035
Si	0.0035	-0.0036	-0.0024
Si	-0.0011	-0.001	0.0021
Si	-0.0001	0.0017	-0.0032
Si	-0.0045	-0.0036	0.0015
Si	0.0134	-0.0002	0.0041
Si	-0.0032	0.0017	-0.0112
Si	-0.0026	0.0007	-0.0001
Si	-0.0022	0.0023	0.0011
Si	-0.0064	-0.0043	0.0055
Si	0.0047	0.0026	0.002
Si	-0.0027	0.0002	-0.0005
Si	0.0039	-0.0016	-0.0048
Si	-0.0014	0.0054	0.0088
Si	0.0013	0.0035	-0.0017
Si	0.0002	0.0025	-0.0003
Si	0.0044	-0.0029	0.0036
Si	0.0037	0.0012	0.0051
O	0.0019	0.0068	0.0057
O	-0.0024	0.0058	0.0062
O	-0.0024	0.0017	0.0031
O	0	0.0002	0.0042
O	-0.0009	-0.0021	0.002
O	0.0005	0.0051	-0.0038
O	0.0053	-0.0007	0.0011
O	-0.0017	0.0015	0.0027
O	0.0018	-0.0146	0.0089
O	0.0011	-0.0017	0.0011
O	0.0005	-0.0053	-0.0105
O	-0.001	0.0152	-0.0025
O	-0.004	0.0052	0.0155
O	0.002	-0.0046	-0.0112
O	0.0021	0.0031	0.0053
O	0.0085	0.0041	0.0109
O	-0.0058	-0.0005	0.0064
O	-0.0003	0.0024	0.0062
O	0.003	0.008	-0.0098
O	0.0015	-0.0204	0.0087
O	-0.0002	-0.0045	-0.002
O	-0.0086	-0.0011	0.0095
O	-0.0011	-0.0027	0.0051
O	0.0023	0.0007	0.0028
O	-0.0018	0.0007	0.0033
O	-0.0007	0.0001	0.0051
O	-0.0017	0.0007	0.005
O	0.0019	0.0014	0.0048
O	0.0026	0.0014	0.0001
O	0.008	0.0012	0.0011
O	-0.0003	0.0001	0.0054
O	-0.0053	0.0018	0.001
O	0.0005	0.0002	-0.0005
O	-0.0042	0.0009	-0.0012
O	-0.003	-0.0049	0.0055
O	0.0039	-0.0046	-0.0076
O	-0.0004	0.0017	0.0047
O	0.0009	-0.0007	-0.0079
O	-0.0006	0.0004	0.0046
O	-0.0018	0.0016	-0.0008
O	-0.0035	0.0018	0.0013
O	0.0007	0.0023	0.004
O	-0.001	-0.0002	0.0001
O	-0.0003	0.0047	0.0021
O	-0.0012	-0.0022	0.0063
O	0.003	0.0022	0.0005
O	-0.0008	-0.0017	0.0024
O	-0.003	-0.004	0.0121
O	0.002	-0.0074	-0.001
O	0.0011	-0.0023	-0.0053
O	0.001	0.0004	-0.0004
O	-0.0022	-0.0045	-0.0005
O	0.0018	0.0003	-0.0016
O	-0.0013	-0.0009	0.0035
O	-0.0001	0.001	-0.0005
O	-0.0037	0.0026	-0.0008
O	-0.0026	-0.003	-0.0007
O	-0.017	-0.0015	0.0078
O	-0.0007	0.002	0.0098
O	-0.002	0.0043	0.0035
O	-0.0008	0.0013	0.0007
O	0.0015	0.0024	0.0008
O	0.0043	0.002	0.0056
O	0.0079	0.0038	-0.0034
O	-0.0011	-0.0017	0.0048
O	0.0028	0.0021	0.0024
O	0.0018	0.0006	0.0034
O	0.001	-0.0052	-0.0135
O	0.0012	0.0027	0.005
O	-0.0025	0.0015	0.0038
O	0.0016	0.0007	-0.0046
O	0.0024	0	0.0026
O	0.0025	-0.0009	0.0016
O	-0.0014	0.0015	0.0008
O	-0.0036	0.0011	0.0065
O	-0.0012	0.0021	0.003
O	0.0017	-0.001	0.0026
O	-0.0004	0.0015	0.003
O	0.0039	0.0002	0.0046
O	0.0015	-0.0011	0.0048
O	-0.0018	0.0001	0.0044
O	-0.0013	0.0019	0.0023
O	0.0041	-0.0013	0.004
O	0.0008	-0.0026	0.0053
O	0.0007	-0.0011	0.0044
O	0.0032	0.0022	0.0007
O	-0.0015	-0.0025	0.0028
O	0.0017	-0.0167	0.0004
O	-0.0013	-0.001	0.0036
O	0.0006	0.0095	0.0064
O	0.0006	-0.0009	0.0016
O	-0.0032	-0.0061	0.0097
O	0.0014	0.0019	-0.0021
O	-0.003	0.001	0.0071
O	-0.0002	0.003	-0.0036
O	0.0014	-0.0017	0.015
O	-0.0002	0.0009	0.0039
O	-0.0015	0.0016	0.0028
O	-0.0007	0.0018	0.0033
O	-0.0015	0.0037	0.0004
O	0.0011	0.0034	0.0065
O	-0.0018	0.0018	0.0017
O	-0.0034	-0.0015	0.0047
O	-0.006	0.0004	-0.0019
O	-0.0003	0.0043	0.0055
O	-0.0026	0.0005	0.0033
O	-0.0024	-0.0049	0.0074
O	-0.003	0.001	0.0054
O	-0.0002	0.0043	0.0041
O	-0.0128	-0.0028	0.0002
O	-0.0005	-0.0006	0.0006
O	0.0004	0.0001	0.008
O	-0.0022	0.0083	-0.0023
O	-0.0008	0.0004	0.0023
O	-0.0026	0.0042	0.0026
O	0.0047	-0.0044	0.0089
O	0.0002	-0.0008	0.0021
O	0	0.0007	0.0026
O	-0.0036	0.0072	-0.0107
O	-0.0032	0.0032	0.0021
O	-0.0039	0.002	-0.0016
O	-0.0038	0.0068	0.001
O	0.0026	-0.0002	0.0028
O	0.0049	0.0016	0.0054
O	0.0004	-0.0032	-0.0046
O	0.0032	-0.0003	-0.0016
O	0.0061	0.0035	0.0079
O	0	-0.0005	-0.0006
O	0.0007	-0.0142	0.0028
O	-0.005	-0.0003	0.0018
O	0.0013	0.0034	0.0007
O	0.0011	0.0028	0.0029
O	-0.0013	0.0035	0.0032
O	0.0024	0.0057	-0.0014
O	-0.0013	-0.0028	-0.0166
O	-0.0038	0.0106	-0.0069
O	-0.005	0.0014	0.0022
O	-0.0014	-0.0018	0.0027
O	-0.0012	-0.0026	-0.0001
O	0.0008	0.0023	-0.0072
O	0.0018	-0.0015	-0.001
O	-0.0013	0	-0.0007
O	-0.0004	0.0023	0.0037
O	0.0035	-0.0015	0.0043
O	0.0003	-0.0015	0.0017
O	0.0005	0.0011	-0.002
O	0.0009	0.0041	0.0008
O	-0.0006	0.0015	0.0036
O	0	0.0022	-0.0019
O	-0.0042	0.0044	0.0002
O	0.0007	-0.0018	0.0037
O	-0.002	-0.0027	-0.0033
O	0.0002	0.0014	0.0006

The program warned: the cutoff lies below the one the program advises for these potential files; the exchange-correlation potential is rough where the density is thin.
